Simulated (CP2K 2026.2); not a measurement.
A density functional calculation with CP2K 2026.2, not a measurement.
Periodic cell of 552 atoms, Si316O236, from a study of silicon, its oxide and their interface. The atomic structure is a simulated model.
Doubt: the forces sum to 2.10 eV/angstrom along one axis rather than to zero, so they err by at least 0.0038 eV/angstrom per atom on average; the grid cutoff is modest.

Settings
functional: PBE
method: Gaussian and plane waves
basis set: DZVP-MOLOPT-SR-GTH
pseudopotentials: GTH-PBE
grid cutoff: 350 Ry, relative cutoff 50 Ry
k points: Gamma only
occupations: fixed
spin: none
net charge: 0

Cell vectors (angstrom)
a	16.332	0	0
b	0	16.332	0
c	0	0	34.9485

Atoms and the computed forces on them: element, x, y, z (angstrom), force x, y, z (eV/angstrom)
Si	0.249	16.182	0.02	-0.215	0.1	0.788
Si	2.239	3.09	0.001	0.189	-0.073	0.807
Si	0.093	5.41	34.933	-0.214	0.096	0.707
Si	2.878	7.883	34.913	0	0.216	0.769
Si	15.938	11.161	0.048	0.121	-0.035	0.807
Si	2.406	13.899	0.052	0.05	-0.201	0.79
Si	5.66	15.873	0.099	-0.282	0.429	0.726
Si	8.509	2.44	0.086	-0.214	-0.004	0.797
Si	5.058	5.615	34.803	0.245	-0.078	0.773
Si	7.987	8.571	0.035	-0.064	-0.245	0.702
Si	5.688	10.695	0.071	-0.16	0.013	0.751
Si	7.937	13.678	0.326	0.354	-0.079	0.738
Si	10.776	0.271	0.107	0.054	-0.214	0.761
Si	13.343	2.974	0.291	0.127	-0.068	0.784
Si	11.075	5.094	0.254	-0.06	0.163	0.775
Si	13.165	8.405	0.021	0.155	-0.032	0.762
Si	11.006	10.713	34.887	-0.084	0.22	0.762
Si	13.857	13.502	34.867	-0.247	0.111	0.774
Si	1.299	1.438	1.379	0.005	0	-0.047
Si	3.955	4.115	1.285	-0.006	0.015	-0.064
Si	1.323	6.836	1.366	0.032	-0.011	-0.032
Si	4.061	9.486	1.259	0.007	-0.024	-0.043
Si	1.261	12.274	1.318	-0.003	0.009	-0.054
Si	3.992	14.946	1.427	-0.027	-0.009	-0.03
Si	6.772	1.317	1.239	-0.006	-0.011	-0.088
Si	9.517	3.974	1.542	-0.013	-0.023	-0.059
Si	6.781	6.787	1.095	-0.023	0.01	-0.047
Si	9.492	9.647	1.443	0.021	-0.014	-0.065
Si	6.723	12.18	1.578	-0.009	-0.024	-0.041
Si	9.593	14.97	1.361	-0.013	0.019	-0.041
Si	12.212	1.395	1.564	-0.011	-0.008	-0.047
Si	14.935	4.226	1.407	0.033	0.002	-0.016
Si	12.136	6.834	1.423	-0.008	-0.005	-0.043
Si	14.809	9.549	1.313	-0.009	0.005	-0.059
Si	12.234	12.303	1.208	0.036	-0.008	-0.055
Si	14.991	15.01	1.323	0.009	-0.007	-0.049
Si	16.253	2.77	2.742	-0.006	0.007	0.014
Si	2.709	0.091	2.729	-0.017	-0.017	0.022
Si	16.264	8.225	2.658	-0.018	0.009	-0.004
Si	2.659	5.453	2.736	0.015	-0.004	0.016
Si	16.302	13.642	2.737	-0.018	-0.001	0.023
Si	2.684	10.88	2.616	0.006	0.01	-0.004
Si	5.401	2.727	2.579	-0.004	0.002	0.002
Si	8.149	0.001	2.696	0.016	-0.003	0.013
Si	5.45	8.119	2.616	0.01	-0.028	0.018
Si	8.085	5.47	2.626	-0.006	0.033	0.011
Si	5.326	13.577	2.819	0.009	0.03	0.012
Si	8.17	10.916	2.873	-0.003	0.004	0.035
Si	10.87	2.706	2.946	0.009	-0.008	0.041
Si	13.631	16.315	2.749	0.008	0.004	0.006
Si	10.785	8.189	2.764	0.003	0.013	0.047
Si	13.582	5.551	2.783	-0.013	0.011	0.02
Si	10.931	13.606	2.693	-0.016	-0.014	-0.012
Si	13.519	10.935	2.69	0.008	0.025	0.039
Si	1.323	4.091	4.101	0.02	0.001	-0.01
Si	4.098	1.413	4.056	0.009	0.011	0.012
Si	1.332	9.548	4.022	0.007	0.002	0.005
Si	4.072	6.812	4.041	0.003	-0.004	-0.017
Si	1.346	15.012	4.072	0.008	0	-0.022
Si	3.986	12.192	4.11	-0.001	-0.01	0.027
Si	6.74	4.096	3.989	0.008	-0.03	-0.005
Si	9.468	1.311	4.165	-0.003	-0.01	-0.006
Si	6.778	9.466	4.077	-0.011	-0.017	-0.024
Si	9.44	6.791	4.072	-0.003	-0.012	0.007
Si	6.781	14.967	4.071	0.003	0	-0.006
Si	9.564	12.3	4.125	0.013	-0.004	0.006
Si	12.266	4.139	4.163	-0.004	0	0.002
Si	14.944	1.381	4.112	0.009	0.01	-0.006
Si	12.205	9.551	4.077	0.003	0.016	-0.025
Si	14.973	6.873	4.109	-0.005	-0.015	0
Si	12.272	14.943	4.09	0.005	0.003	-0.008
Si	14.935	12.252	4.069	0	-0.002	-0.021
Si	16.324	0.021	5.45	-0.006	0.005	0.004
Si	2.72	2.743	5.431	0.004	-0.018	0.008
Si	16.324	5.476	5.459	-0.001	-0.017	0.01
Si	2.702	8.177	5.401	0.005	0.003	-0.009
Si	16.321	10.898	5.42	-0.008	0.008	0.002
Si	2.664	13.608	5.446	-0.009	0.019	0.01
Si	5.427	0.016	5.417	0.003	0.012	0.012
Si	8.108	2.752	5.412	-0.02	0.011	0.002
Si	5.413	5.442	5.407	0.01	0.008	0.008
Si	8.13	8.142	5.465	-0.004	0.001	0.016
Si	5.408	10.837	5.428	0.014	0.004	0.005
Si	8.159	13.627	5.452	0.013	0.014	0.024
Si	10.895	16.295	5.459	0.005	-0.008	0.007
Si	13.623	2.755	5.495	-0.02	-0.001	0.013
Si	10.856	5.486	5.463	0	0.016	0.016
Si	13.598	8.22	5.451	-0.006	0.021	0.006
Si	10.892	10.901	5.465	-0.015	-0.006	0.005
Si	13.612	13.592	5.468	0.003	0.005	0.01
Si	1.364	1.378	6.791	0.007	-0.005	0.003
Si	4.066	4.104	6.797	-0.001	-0.012	0.008
Si	1.362	6.828	6.813	0.005	-0.013	0.004
Si	4.063	9.494	6.811	0.002	-0.004	-0.002
Si	1.328	12.245	6.825	-0.001	0.005	0.002
Si	4.055	14.973	6.773	0.012	-0.014	0.003
Si	6.778	1.378	6.778	-0.002	-0.007	-0.014
Si	9.497	4.09	6.788	-0.017	-0.022	0.001
Si	6.769	6.786	6.802	0.007	-0.001	0.004
Si	9.54	9.508	6.788	0.003	0.014	-0.008
Si	6.801	12.207	6.771	0.006	-0.003	0.012
Si	9.547	14.946	6.825	0.008	0.01	0.004
Si	12.254	1.359	6.803	0	0.004	-0.004
Si	14.999	4.112	6.853	0.014	0.002	0.012
Si	12.251	6.846	6.816	-0.002	0.004	0.002
Si	14.985	9.543	6.816	-0.002	0.001	-0.003
Si	12.27	12.222	6.835	-0.015	-0.014	0.004
Si	14.982	14.96	6.805	-0.01	-0.002	0.007
Si	0.053	2.741	8.197	0.01	-0.004	0.002
Si	2.684	16.327	8.151	-0.008	0.022	-0.011
Si	0	8.18	8.194	-0.001	0.029	-0.007
Si	2.72	5.46	8.178	0.003	0.017	0.005
Si	16.31	13.597	8.204	-0.006	-0.001	0.005
Si	2.71	10.861	8.164	0.001	-0.003	-0.006
Si	5.43	2.733	8.14	0.009	-0.024	0.003
Si	8.174	0.018	8.11	0.013	0.012	-0.011
Si	5.428	8.137	8.193	-0.005	-0.004	0.004
Si	8.155	5.461	8.153	-0.01	0.004	0.002
Si	5.42	13.582	8.102	0.001	0.02	-0.001
Si	8.186	10.845	8.141	0.012	-0.022	-0.002
Si	10.887	2.732	8.136	-0.001	-0.002	0.001
Si	13.633	16.33	8.151	0	0.004	-0.004
Si	10.921	8.207	8.196	-0.006	0.012	0.001
Si	13.639	5.502	8.189	-0.019	-0.006	0
Si	10.907	13.571	8.184	-0.003	0.002	0.004
Si	13.642	10.878	8.204	0.011	0.012	0.002
Si	1.388	4.121	9.588	-0.009	-0.026	0.003
Si	4.046	1.379	9.473	-0.001	0.005	-0.012
Si	1.365	9.52	9.568	0.01	-0.004	-0.005
Si	4.066	6.79	9.577	0.018	0.002	-0.009
Si	1.351	14.957	9.548	-0.002	0	0.007
Si	4.095	12.208	9.502	0.01	0.016	-0.01
Si	6.791	4.1	9.496	0.008	-0.004	-0.008
Si	9.532	1.359	9.485	-0.01	-0.011	-0.02
Si	6.861	9.473	9.521	0.014	-0.007	-0.004
Si	9.545	6.821	9.498	-0.001	0.005	-0.019
Si	6.813	14.947	9.41	0.011	0.014	-0.02
Si	9.565	12.168	9.521	0.016	-0.02	-0.006
Si	12.271	4.104	9.482	-0.016	-0.011	-0.026
Si	15.029	1.33	9.509	-0.014	-0.01	-0.016
Si	12.324	9.519	9.601	-0.005	-0.018	0.002
Si	14.992	6.853	9.616	0.014	0.006	0.005
Si	12.295	14.948	9.505	-0.005	0.003	-0.017
Si	14.97	12.229	9.591	-0.006	-0.011	-0.004
Si	16.33	16.3	10.957	-0.022	-0.018	0.017
Si	2.781	2.755	10.924	0.044	0.002	0
Si	0.033	5.489	10.974	-0.003	0.001	0.025
Si	2.708	8.151	10.949	-0.023	0.008	0.024
Si	0.012	10.868	10.95	-0.015	0.04	0.006
Si	2.717	13.553	10.859	0.018	-0.012	0.001
Si	5.437	16.314	10.718	0.009	-0.015	-0.005
Si	8.219	2.79	10.809	0.009	-0.01	0.025
Si	5.425	5.399	10.916	-0.008	-0.003	-0.002
Si	8.214	8.115	10.933	0.002	0.003	0.027
Si	5.524	10.866	10.837	0.009	0.01	-0.032
Si	8.134	13.54	10.76	-0.022	0.001	-0.017
Si	10.878	16.271	10.805	0.026	0.005	0.003
Si	13.656	2.722	10.783	-0.01	0.013	-0.018
Si	10.952	5.51	10.832	0.013	-0.015	-0.025
Si	13.668	8.201	11.068	-0.024	0.023	0.011
Si	10.98	10.886	10.948	-0.011	0.025	0.019
Si	13.629	13.621	10.938	-0.011	0.011	0.004
Si	1.426	1.362	12.219	-0.025	-0.008	-0.009
Si	4.113	4.089	12.397	-0.004	-0.008	-0.004
Si	1.386	6.829	12.431	-0.002	-0.02	-0.014
Si	4.189	9.508	12.173	0.018	-0.021	-0.007
Si	1.359	12.235	12.297	-0.006	0.016	-0.017
Si	4.182	14.886	12.093	0.03	-0.016	-0.036
Si	6.755	1.42	11.996	-0.017	0.01	-0.042
Si	9.625	4.163	12.166	-0.029	-0.021	-0.02
Si	6.841	6.679	12.262	0.046	0.009	-0.022
Si	9.67	9.45	12.263	-0.005	-0.049	-0.049
Si	6.865	12.218	12.23	-0.001	-0.006	-0.019
Si	9.494	14.838	12.094	0.03	0.005	-0.046
Si	12.293	1.323	12.055	0.002	-0.002	-0.046
Si	14.953	4.062	12.219	-0.008	-0.003	-0.025
Si	12.262	6.766	12.347	0.025	0.016	0.008
Si	15.052	9.6	12.463	0.005	0.005	0.019
Si	12.269	12.333	12.357	-0.039	0.016	-0.016
Si	14.984	14.906	12.379	0.014	-0.004	-0.021
Si	0.048	2.733	13.533	-0.007	0.001	0.041
Si	2.877	16.282	13.402	0.005	-0.011	0.041
Si	0.033	8.191	13.898	0.019	-0.002	0.039
Si	2.773	5.45	13.85	-0.028	0.007	0.065
Si	0.1	13.606	13.815	-0.011	0.016	0.041
Si	2.84	10.862	13.504	-0.019	0.023	0.009
Si	5.601	2.689	13.607	0.013	0.014	0.084
Si	8.093	16.314	13.177	0	-0.016	0.004
Si	5.485	8.09	13.546	-0.018	-0.002	0.029
Si	8.271	5.374	13.659	-0.016	0.027	0.075
Si	5.48	13.556	13.58	-0.022	0.009	0.048
Si	8.306	10.864	13.519	0.013	0.037	0.063
Si	11.013	2.738	13.383	0.035	0.038	0.07
Si	13.476	16.3	13.552	-0.007	-0.03	0.056
Si	10.986	8.131	13.781	-0.006	0.023	0.052
Si	13.567	5.331	13.688	0.024	-0.028	0.046
Si	10.718	13.585	13.69	0.016	-0.081	0.044
Si	13.751	11.133	13.771	0.044	0.037	0.038
Si	1.005	4.334	15.004	0.166	-0.034	-0.797
Si	4.444	1.018	14.736	-0.012	0.168	-0.767
Si	1.896	9.3	14.951	-0.309	-0.035	-0.72
Si	4.082	7.035	15.122	0.084	-0.286	-0.71
Si	1.815	14.848	14.875	-0.258	0.005	-0.704
Si	3.846	12.454	14.92	0.229	-0.059	-0.737
Si	7.4	3.552	14.924	-0.173	0.16	-0.788
Si	9.489	1.342	14.364	-0.009	0.05	-0.582
Si	7.07	9.326	14.688	-0.072	0.032	-0.783
Si	9.231	7.06	15.03	0.3	-0.177	-0.768
Si	6.702	15.231	14.656	0.03	-0.169	-0.682
Si	9.806	11.81	15.094	-0.265	0.425	-0.748
Si	12.532	3.592	14.993	-0.279	0.375	-0.784
Si	14.817	1.473	14.705	0.112	-0.165	-0.789
Si	12.275	9.795	14.926	0.051	-0.264	-0.738
Si	15.046	6.523	15.049	-0.031	0.21	-0.728
Si	11.608	15.431	14.788	0.176	-0.135	-0.739
Si	15.098	12.409	15.416	0.009	-0.004	-0.782
Si	0.537	10.526	17.284	-0.122	0.052	-0.055
Si	13.984	7.255	29.847	0.002	-0.005	0.232
Si	7.174	14.075	17.321	0.031	-0.006	-0.157
Si	4.518	5.24	22.566	-0.02	0.049	-0.126
Si	6.656	11.047	19.516	-0.01	-0.024	-0.216
Si	5.768	11.239	16.886	-0.107	0.061	-0.179
Si	12.896	4.81	31.05	0.125	0.14	0.066
Si	5.816	0.382	21.636	0.029	-0.066	-0.206
Si	14.383	12.678	25.612	-0.043	-0.077	0.045
Si	13.458	3.586	26.276	0.102	-0.026	0.097
Si	1.854	4.189	27.275	-0.032	0.043	0.24
Si	6.659	12.723	25.384	0.04	0.011	-0.023
Si	2.843	6.145	25.148	0.065	0.068	0.011
Si	7.047	7.919	30.204	0.169	0.092	0.127
Si	5.99	13.711	22.715	0.099	-0.012	-0.244
Si	10.822	8.619	18.797	-0.044	-0.064	-0.172
Si	7.296	6.648	23.155	-0.038	0.062	-0.081
Si	13.995	12.125	22.784	0.061	-0.08	-0.041
Si	0.587	2.183	23.002	-0.125	-0.007	-0.099
Si	14.323	0.225	27.635	-0.018	0.022	0.116
Si	1.366	8.778	20.927	-0.008	0.015	-0.241
Si	14.559	6.626	32.712	0.097	0.032	0.168
Si	9.191	3.593	19.065	-0.005	0.119	-0.24
Si	16.007	10.757	24.372	-0.075	-0.001	-0.158
Si	12.051	6.293	25.337	-0.072	-0.004	-0.026
Si	14.022	2.826	19.684	0.115	-0.015	-0.231
Si	16.029	4.944	19.207	-0.097	0.048	-0.194
Si	6.45	3.581	17.86	0.017	0.059	-0.267
Si	3.734	11.985	32.949	-0.018	-0.05	0.303
Si	2.74	2.525	31.925	0.012	0.064	0.277
Si	4.42	9.107	29.44	0.071	-0.001	0.111
Si	1.587	11.76	19.997	-0.073	0.061	-0.171
Si	11.867	11.379	26.432	-0.049	-0.093	0.061
Si	1.417	9.014	29.984	-0.078	-0.013	-0.019
Si	12.095	9.51	28.66	0.075	-0.017	0.191
Si	14.724	14.397	17.841	-0.049	-0.016	-0.421
Si	13.309	8.073	17.228	0.077	-0.056	-0.255
Si	4.024	7.393	20.452	0.088	-0.033	-0.194
Si	12.712	15.548	32.716	0.068	0.034	0.317
Si	9.945	15.103	22.09	0.054	-0.024	-0.147
Si	10.288	7.366	27.601	-0.101	-0.046	0.124
Si	8.309	5.489	28.516	-0.046	-0.062	0.21
Si	16.158	14.192	27.556	0.052	-0.154	0.269
Si	5.909	0.639	32.415	0.028	-0.057	0.193
Si	0	3.46	30.828	-0.075	-0.009	0.3
Si	15.051	0.431	21.179	-0.07	-0.032	-0.271
Si	10.276	5.852	22.902	-0.084	0.015	0.023
Si	7.601	7.022	26.309	0.105	-0.028	0.039
Si	9.571	11.441	18.181	-0.035	-0.067	-0.307
Si	10.348	3	21.984	0.002	-0.112	-0.187
Si	8.819	6.529	18.006	-0.056	-0.034	-0.252
Si	14.051	6.964	23.18	-0.025	0.038	-0.082
Si	4.475	13.007	20.381	-0.033	-0.104	-0.238
Si	12.018	15.733	17.654	-0.045	-0.015	-0.142
Si	8.515	0.755	30.892	0.103	-0.102	0.175
Si	11.799	8.286	21.753	0.051	0.084	-0.22
Si	5.619	6.379	17.937	0.017	-0.027	-0.257
Si	11.655	2.534	17.717	0.1	0.068	-0.248
Si	10.275	5.486	32.246	0.092	0.041	0.241
Si	8.262	3.391	32.071	-0.015	-0.158	0.207
Si	6.554	15.332	26.824	-0.085	0.074	0.01
Si	4.352	2.56	28.017	0.12	0.092	0.237
Si	11.207	10.915	23.323	0.03	0.088	0.003
Si	4.915	10.489	24.67	0.079	0.011	-0.024
Si	8.76	12.74	23.333	-0.144	0.019	-0.131
Si	9.195	12.258	32.78	0.108	-0.114	0.109
Si	1.565	2.977	17.837	-0.208	-0.084	-0.209
Si	5.114	15.63	19.053	0.125	-0.007	-0.162
Si	15.038	4.408	21.937	0.05	-0.014	-0.23
Si	3.778	2.163	22.723	-0.128	-0.002	-0.036
Si	12.234	0.543	22.652	0	0.091	-0.051
Si	16.097	2.273	25.95	-0.03	0.1	0.012
Si	6.019	9.235	22.005	-0.026	-0.017	-0.108
Si	3.802	0.495	30.279	-0.02	-0.006	0.287
Si	8.649	10.407	30.558	-0.117	-0.065	0.256
Si	14.157	2.769	29.123	0.014	0.044	0.198
Si	4.75	8.088	26.571	0.06	0.029	0.14
Si	9.153	8.104	32.146	-0.06	0.03	0.172
Si	5.462	3.507	32.431	-0.006	0.098	0.158
Si	4.356	0.725	25.487	0.084	-0.155	0.073
Si	10.494	14.494	30.885	-0.18	0.027	0.171
Si	4.528	14.586	28.653	-0.014	0.146	0.233
Si	2.535	14.786	26.31	0.032	0.018	0.111
Si	0.224	6.102	29.329	-0.022	-0.099	0.248
Si	15.774	7.985	18.788	0.022	-0.02	-0.115
Si	4.103	1.685	17.624	0.025	0.026	-0.224
Si	0.649	7.989	23.827	0	-0.019	-0.156
Si	1.426	11.63	28.305	-0.03	-0.083	0.144
Si	7.508	2.552	28.506	-0.016	-0.098	0.211
Si	9.799	14.151	19.137	0.106	0.017	-0.327
Si	11.964	0.847	25.831	0.021	-0.07	0.064
Si	1.438	9.751	32.9	0.074	-0.031	0.192
Si	15.527	13.643	20.513	0.173	0.085	-0.155
Si	0.297	0.237	16.978	0.085	0.09	-0.189
Si	10.651	12.014	28.987	0.101	0.113	0.26
Si	8.275	1.245	23.124	-0.003	-0.067	-0.036
Si	8.77	0.885	26.227	0.094	0.122	0.024
Si	14.855	1.432	32.893	0.045	-0.075	0.062
Si	2.211	12.016	25.223	-0.002	-0.111	0.226
Si	4.177	12.028	29.885	-0.128	-0.201	0.142
O	13.808	2.617	15.256	0.057	0.186	0.482
O	16.142	3.599	22.795	0.362	0.088	0.445
O	7.688	5.558	27.01	-0.375	-0.646	-0.462
O	5.667	16.108	25.693	0.284	-0.181	-0.459
O	5.651	2.069	33.168	-0.113	-0.121	0.634
O	2.647	2.419	33.528	0.074	-0.51	-0.026
O	3.127	13.288	33.68	0.278	0.099	-0.457
O	0.847	9.422	31.442	-0.478	0.288	-0.006
O	13.383	14.283	33.504	-0.13	-0.073	-0.481
O	13.981	2.244	33.958	-0.17	-0.081	-0.142
O	2.752	0.99	31.397	-0.494	-0.403	0.015
O	5.048	11.463	33.734	0.04	0.375	-0.416
O	4.733	13.009	21.975	-0.226	-0.206	0.505
O	9.747	11.52	22.91	-0.12	-0.373	-0.413
O	10.325	11.34	33.529	0.014	-0.193	-0.289
O	13.829	0.319	32.267	0.126	0.079	-0.715
O	5.907	2.864	28.4	-0.099	0.441	0.015
O	8.264	12.874	33.917	-0.4	-0.371	-0.347
O	5.754	13.489	24.283	-0.374	0.317	0.237
O	4.119	12.368	31.452	0.104	0.231	-0.16
O	1.35	15.054	34.503	0.224	0.043	-0.243
O	2.188	4.856	25.845	0.091	-0.322	-0.2
O	4.357	1.107	21.627	-0.471	-0.071	-0.337
O	14.72	7.454	31.31	0.247	0.572	-0.216
O	5.942	15.291	22.403	0.139	0.13	0.159
O	16.035	0.588	33.62	0.227	0.119	-0.27
O	4.083	3.395	31.585	-0.049	0.411	-0.563
O	10.341	5.576	33.847	-0.275	0.289	-0.105
O	7.463	0.31	32.069	0.345	-0.169	0.223
O	9.615	1.32	34.579	-0.06	-0.017	-0.191
O	6.832	9.639	34.48	-0.08	-0.092	-0.242
O	9.553	14.39	20.703	-0.542	-0.342	0.288
O	14.009	3.4	21.197	-0.259	-0.099	0.563
O	9.481	6.44	16.517	0.317	-0.139	0.206
O	8.674	5.939	22.701	-0.079	-0.053	-0.037
O	2.946	8.158	15.492	0.037	0.087	0.164
O	16.198	5.427	15.491	-0.08	0.118	0.202
O	1.44	8.371	22.477	0.437	-0.155	0.047
O	11.939	14.892	16.278	-0.019	-0.58	0.053
O	6.066	5.674	22.78	0.082	-0.136	0.146
O	13.762	0.447	22.16	0.083	-0.19	0.499
O	3.678	1.541	16.071	-0.772	0.039	0.187
O	1.554	3.262	31.146	0.127	0.176	-0.331
O	4.345	11.725	16.299	-0.318	0.003	0.523
O	8.389	14.208	18.354	0.094	0.072	0.133
O	12.43	10.024	27.148	0.248	-0.162	-0.221
O	5.944	14.937	17.875	-0.171	0.205	-0.102
O	11.522	1.888	22.074	0.174	0.088	-0.017
O	15.113	6.679	28.822	-0.017	0.044	-0.618
O	7.624	14.701	15.896	0.732	0.15	0.149
O	8.181	11.217	18.994	-0.126	0.062	0.099
O	16.276	8.338	20.276	-0.546	-0.043	0.365
O	0.909	2.921	26.904	0.199	-0.466	0.267
O	2.814	13.644	15.394	-0.097	-0.131	0.201
O	12.975	16.257	26.743	-0.133	-0.609	-0.119
O	15.386	13.76	26.21	0.209	0.519	-0.4
O	12.454	11.668	22.598	-0.161	0.057	-0.276
O	0.672	12.95	20.631	0.296	-0.011	0.191
O	1.508	3.593	16.349	0.478	-0.332	-0.007
O	11.538	8.792	20.237	0.388	0.174	0.235
O	4.273	14.514	19.855	-0.642	0.258	-0.053
O	15.09	15.238	28.238	-0.236	-0.189	0.272
O	13.126	9.361	16.259	0.042	0.226	0.11
O	7.089	8.11	22.475	0.285	0.032	-0.191
O	13.432	15.273	18.265	0.136	0.267	0.445
O	14.557	13.616	16.411	-0.509	0.178	0.195
O	13.363	7.9	22.032	0.254	0.373	-0.486
O	13.84	1.203	28.856	-0.143	-0.399	0.08
O	8.976	7.802	26.722	0.014	0.696	-0.113
O	12.889	6.067	30.021	-0.455	-0.002	-0.337
O	7.636	3.207	18.881	0.023	-0.153	0.352
O	7.008	4.076	16.413	-0.202	0.501	0.335
O	14.998	13.331	19.012	-0.219	-0.486	0.041
O	0.833	1.516	17.816	0.156	0.079	0.546
O	15.862	5.227	20.792	0.244	0.366	0.326
O	8.494	2.349	15.222	0.152	0.06	0.233
O	6.669	12.573	17.017	0.062	0.056	0.152
O	14.083	6.951	16.326	-0.097	-0.018	0.366
O	8.22	0.981	24.708	-0.16	0.003	0.083
O	13.145	7.155	24.511	0.105	0.373	0.306
O	4.03	0.282	18.39	-0.572	-0.307	0.143
O	10.089	2.736	18.034	-0.245	-0.347	-0.349
O	6.397	10.155	15.895	-0.313	-0.176	0.278
O	2.168	2.285	22.682	-0.027	0.17	-0.001
O	3.668	14.275	27.335	-0.08	-0.15	-0.019
O	1.06	11.447	18.494	-0.027	0.38	0.02
O	12.08	9.536	34.453	-0.035	-0.123	-0.602
O	14.085	5.394	22.777	-0.309	-0.302	0.407
O	5.607	2.236	17.689	0.34	-0.476	0.008
O	6.757	3.543	31.455	-0.094	0.299	-0.674
O	3.272	3.784	27.982	0.109	0.33	0.089
O	10.268	7.011	31.746	0.514	0.143	-0.574
O	12.124	0.473	24.265	0.055	-0.131	0.104
O	11.597	16.169	33.72	-0.277	-0.067	-0.211
O	7.638	7.695	31.698	-0.273	-0.315	0.401
O	15.986	15.411	17.885	0.295	-0.258	0.759
O	9.124	2.598	22.954	-0.303	0.425	0.522
O	9.016	0.054	22.333	-0.098	0.146	-0.076
O	9.269	11.928	16.639	-0.305	-0.057	0.275
O	14.687	1.335	19.844	0.313	-0.143	-0.418
O	9.882	13.504	32.012	-0.088	0.261	-0.041
O	5.894	12.457	19.798	0.165	0.356	0.076
O	3.153	12.176	19.988	0.08	-0.343	0.155
O	8.132	8.244	15.308	0.093	0.116	0.127
O	14.839	3.909	18.768	-0.257	0.018	-0.278
O	16.059	6.403	18.486	0.293	-0.167	-0.24
O	14.078	13.096	24.08	-0.086	0.653	0.042
O	10.757	8.574	28.578	-0.432	0.157	0.166
O	2.688	12.046	29.241	-0.108	0.334	0.169
O	9.665	9.406	31.341	0.669	0.109	0.042
O	1.458	15.82	16.137	0.138	0.192	0.514
O	5.579	10.238	23.205	0.126	0.251	-0.007
O	9.264	5.187	18.791	0.428	0.14	0.184
O	9.443	7.774	18.832	-0.3	0.105	0.529
O	1.024	4.087	18.874	0.299	0.038	0.319
O	8.165	12.495	24.82	0.401	-0.033	0.301
O	10.46	0.245	15.111	0.05	0.156	0.495
O	10.803	15.305	18.619	-0.135	0.422	0.143
O	6.84	1.386	22.391	-0.212	0.373	-0.134
O	4.719	8.482	21.424	-0.298	0.305	0.122
O	3.09	2.736	18.289	0.09	0.241	0.343
O	11.277	9.384	22.822	-0.114	-0.242	0.192
O	10.759	13.53	29.586	0.182	0.1	-0.33
O	2.623	10.83	32.902	0.099	-0.145	0.043
O	13.372	3.417	30.39	-0.369	-0.525	0.319
O	2.383	13.621	25.211	-0.003	0.11	-0.451
O	0.221	9.289	24.665	0.163	-0.136	0.421
O	10.888	4.427	22.472	0.501	0.006	-0.271
O	15.694	11.278	16.445	-0.193	-0.214	0.064
O	7.602	9.414	29.804	-0.332	0.366	-0.633
O	6.117	0.081	20.066	0.604	0.279	0.148
O	9.142	2.148	31.494	0.581	0.054	-0.117
O	8.113	3.241	33.68	-0.344	0.287	-0.126
O	11.571	7.053	26.672	0.361	0.272	-0.193
O	7.447	13.014	22.376	0.132	-0.148	-0.548
O	7.505	6.613	29.376	-0.354	-0.005	-0.208
O	3.976	6.78	34.368	0.108	0.159	-0.515
O	9.241	11.377	29.433	-0.232	0.342	-0.288
O	9.849	6.034	28.444	0.571	-0.229	0.316
O	5.45	4.764	33.451	0.048	0.015	-0.089
O	16.286	1.098	21.983	0.319	-0.109	0.092
O	9.686	14.068	23.302	0.372	0.016	0.66
O	1.624	7.126	24.757	-0.196	0.246	0.056
O	4.839	7.236	19.061	0.073	0.271	-0.152
O	5.444	8.05	30.108	-0.286	-0.267	0.297
O	3.52	11.294	24.617	-0.167	0.206	-0.139
O	4.901	6.616	16.484	0.283	0.012	0.248
O	13.806	5.238	32.331	-0.148	-0.406	0.214
O	10.387	12.657	18.887	0.449	0.063	0.051
O	13.295	8.626	29.317	0.114	0.216	0.05
O	8.21	2.15	27.089	0.125	0.195	-0.323
O	11.923	3.612	16.515	-0.398	0.272	0.37
O	16.232	5.098	30.615	0.099	0.247	0.113
O	7.821	1.3	29.518	-0.157	-0.415	-0.236
O	9.736	3.183	20.509	-0.045	-0.227	0.195
O	8.904	4.819	31.769	-0.217	0.375	-0.299
O	15.457	0.728	15.99	-0.018	-0.046	0.192
O	5.579	16.275	15.237	0.028	-0.075	0.325
O	3.013	16.159	25.623	-0.546	0.203	-0.478
O	13.01	12.528	26.425	-0.042	0.321	0.211
O	12.215	4.029	34.711	0.085	-0.059	-0.548
O	1.72	10.298	16.226	0.181	0.253	0.369
O	14.198	8.282	18.564	-0.234	0.066	0.561
O	2.542	7.979	20.137	-0.018	0.051	-0.419
O	4.371	1.901	26.566	-0.129	0.081	-0.313
O	0.401	1.762	24.555	0.435	-0.204	0.093
O	5.528	4.812	18.361	-0.404	-0.073	0.28
O	4.932	10.628	29.625	0.586	0.149	-0.245
O	7.394	6.883	24.738	0.081	0.183	-0.135
O	15.862	6.174	33.585	0.175	0.231	-0.382
O	11.372	11.032	24.936	-0.033	-0.016	0.016
O	11.072	10.814	15.329	-0.01	-0.11	0.178
O	10.466	10.097	18.224	0.237	0.147	-0.024
O	11.483	15.572	22.052	0.336	-0.392	-0.425
O	4.399	3.635	22.455	0.456	0.094	-0.165
O	10.698	12.016	27.366	-0.254	0.107	-0.511
O	11.417	4.577	31.6	-0.232	-0.416	0.079
O	15.754	2.87	29.434	0.123	-0.011	-0.427
O	1.047	5.239	28.232	-0.102	0.107	-0.283
O	5.957	11.288	25.636	0.111	-0.107	0.382
O	1.156	15.008	27.129	0.012	0.457	0.105
O	1.494	10.384	20.839	0.126	0.009	0.478
O	11.777	10.905	29.479	0.295	-0.013	0.378
O	3.869	6.785	26.225	0.02	-0.146	0.164
O	13.742	3.681	27.866	0.003	0.279	0.08
O	6.302	7.788	26.893	0.06	0.312	0.528
O	0.967	11.716	24.232	0.021	0.409	-0.591
O	1.891	11.501	26.747	-0.145	-0.473	-0.214
O	5.733	10.458	18.307	-0.403	-0.502	0.196
O	3.582	15.326	29.747	-0.535	-0.438	0.087
O	1.146	4.233	34.484	-0.03	0.053	-0.179
O	2.047	8.431	33.618	-0.274	-0.376	-0.121
O	9.527	15.818	30.647	-0.017	0.125	0.035
O	1.03	7.476	29.654	0.086	0.029	-0.214
O	0.292	12.835	28.378	-0.386	0.073	0.484
O	15.034	10.883	23.064	0.304	-0.345	-0.307
O	14.906	3.333	25.586	-0.073	0.152	-0.285
O	10.713	6.087	24.444	-0.328	0.118	0.434
O	15.115	11.228	25.637	0.087	-0.403	0.436
O	4.628	9.036	25.283	-0.321	-0.297	-0.438
O	11.934	15.04	31.395	0.157	0.137	-0.684
O	0.153	9.021	17.756	0.354	-0.313	-0.397
O	3.723	1.506	29.049	-0.223	0.129	-0.25
O	15.499	15.246	20.798	-0.038	-0.056	-0.002
O	5.783	15.534	28.247	0.237	0.504	0.141
O	8.061	15.902	26.861	0.443	-0.332	0.137
O	5.07	13.193	29.228	0.676	-0.089	-0.067
O	0.961	10.157	28.888	-0.494	-0.102	-0.189
O	4.317	1.515	24.098	0.458	0.243	0.213
O	7.207	6.747	17.907	0.13	0.078	0.076
O	3.643	5.739	23.821	0.015	0.002	0.115
O	6.873	14.82	34.873	0.234	-0.142	-0.385
O	6.677	10.113	20.819	0.316	-0.013	0.079
O	11.973	0.988	17.341	0.209	0.077	-0.238
O	4.156	8.806	27.881	-0.197	0.188	-0.298
O	14.918	12.323	34.428	-0.112	0.09	-0.475
O	0.195	10.36	33.718	-0.418	0.017	-0.279
O	12.546	2.813	19.041	-0.171	0.036	0.476
O	9.01	8.268	33.743	0.505	-0.356	-0.186
O	12.425	2.381	26.009	-0.377	0.208	0.241
O	15.402	1.032	26.727	0.16	-0.338	0.025
O	5.199	15.99	33.477	-0.583	-0.214	-0.526
O	10.929	6.953	21.941	-0.149	-0.035	-0.39
O	14.479	12.925	21.494	-0.63	0.051	-0.046
O	15.537	2.573	31.957	0.143	0.019	0.132
O	3.014	9.006	30.197	0.104	-0.015	0.514
O	8.224	11.412	31.782	-0.363	-0.087	0.138
O	10.392	0.731	26.263	-0.003	-0.055	0.334
O	12.765	4.914	25.739	-0.015	0.046	0.119
O	6.666	13.722	26.64	-0.078	-0.403	0.475
O	11.815	7.795	17.789	-0.214	-0.261	0.073
O	8.2	3.953	29.004	0.131	-0.043	0.305
O	13.687	7.604	33.657	0.017	-0.167	-0.443
O	15.6	7.284	23.424	-0.04	-0.021	-0.114
O	5.253	0.578	30.962	0.418	0.139	-0.612
O	3.965	5.965	21.219	-0.067	-0.487	-0.018

Results
total energy: -137263.665 eV
total energy less fixed offsets of O -438.35, Si -107.03 eV per atom: 8.415 eV
